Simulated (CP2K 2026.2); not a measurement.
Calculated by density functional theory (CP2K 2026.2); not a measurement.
Periodic cell of 1045 atoms, Si736O309, from a study of silicon, its oxide and their interface. The atomic structure is a simulated model.
Doubt: the forces sum to 5.85 eV/angstrom along one axis rather than to zero, so they err by at least 0.0056 eV/angstrom per atom on average; the grid cutoff is modest.

Settings
functional: PBE
method: Gaussian and plane waves
basis set: DZVP-MOLOPT-SR-GTH
pseudopotentials: GTH-PBE
grid cutoff: 350 Ry, relative cutoff 50 Ry
k points: Gamma only
occupations: fixed
spin: none
net charge: 0

Cell vectors (angstrom)
a	30.7742	0	0
b	0	15.3871	0
c	5.1226	4.1415	39.1776

Atoms: element, x, y, z (angstrom)
Si	32.0111	4.0714	30.9093
Si	31.3616	7.0648	30.4823
Si	31.8832	12.2744	31.0809
Si	32.7436	15.7372	32.988
Si	35.1089	4.1657	33.1957
Si	5.3605	7.9124	30.9967
Si	5.3519	11.0352	30.2526
Si	5.6433	15.987	30.8832
Si	8.8262	3.7821	31.1638
Si	8.3998	8.0882	31.0548
Si	8.3154	11.1399	30.321
Si	8.7505	16.0315	31.1415
Si	13.5107	3.5155	30.6386
Si	13.2447	7.982	31.0575
Si	13.6443	11.0045	30.5834
Si	12.9942	15.8863	31.0169
Si	5.7992	3.7526	30.52
Si	4.381	7.9595	33.1203
Si	35.1011	11.833	33.1368
Si	4.4267	15.7296	32.9431
Si	9.0914	17.5715	34.4829
Si	9.6102	7.9042	33.0674
Si	9.5711	11.8669	33.0331
Si	9.7299	15.6841	33.2063
Si	12.0703	4.1456	33.3262
Si	12.0443	7.91	33.0768
Si	12.6907	13.7075	34.2938
Si	12.1461	15.7237	33.1902
Si	17.4476	4.0882	33.0332
Si	17.3668	7.9728	33.0667
Si	17.286	11.934	33.2239
Si	19.712	15.3333	28.1666
Si	4.9655	6.0773	34.4085
Si	4.9601	9.8994	34.3541
Si	4.9858	13.8098	34.2731
Si	4.9874	17.5861	34.3377
Si	9.0428	6.0646	34.4273
Si	9.0223	9.8908	34.2731
Si	9.0567	13.7504	34.3633
Si	9.6653	4.1186	33.2853
Si	12.6615	6.0922	34.4654
Si	12.6246	9.8787	34.3089
Si	11.9966	11.782	33.0211
Si	12.6944	17.5986	34.5028
Si	16.7762	6.0273	34.2951
Si	16.7033	9.91	34.3057
Si	16.7166	13.8168	34.4793
Si	16.7853	17.6984	34.4737
Si	33.9122	6.0817	35.8752
Si	33.9099	9.9096	35.8369
Si	33.9851	13.8182	35.842
Si	33.9555	17.5919	35.8511
Si	7.0001	6.0757	35.6272
Si	7.0092	9.9001	35.5618
Si	7.0039	13.7813	35.5605
Si	7.0108	17.5879	35.6115
Si	10.8439	6.089	35.9353
Si	10.8211	9.9173	35.8122
Si	10.89	13.7257	35.8325
Si	10.881	17.5969	35.9822
Si	14.7469	6.0648	35.5955
Si	14.6732	9.9012	35.5569
Si	14.6695	13.7548	35.6321
Si	14.7397	17.6392	35.6793
Si	33.9369	4.1394	37.1709
Si	33.9259	8.0069	37.1909
Si	33.9425	11.8581	37.1357
Si	33.9689	15.6983	37.2082
Si	7.0098	4.1366	37.0006
Si	7.012	8.0059	37.0053
Si	7.008	11.8395	36.9505
Si	7.0142	15.6724	37.0071
Si	10.8654	4.1605	37.2462
Si	10.8456	8.0295	37.202
Si	10.8597	11.8207	37.1653
Si	10.8832	15.6326	37.2131
Si	14.7141	4.1761	37.0453
Si	14.7205	7.9955	36.9854
Si	14.6901	11.8144	36.995
Si	14.7099	15.6842	37.0303
Si	5.1289	4.1466	38.447
Si	5.1262	8.0034	38.4488
Si	5.1323	11.8383	38.4184
Si	5.1518	15.6879	38.4737
Si	8.8811	4.1466	38.4715
Si	8.8839	8.0079	38.4664
Si	8.8844	11.8409	38.4231
Si	8.9008	15.6636	38.4544
Si	12.8379	4.166	38.4955
Si	12.8318	8.0028	38.4452
Si	12.8183	11.8228	38.4526
Si	12.8389	15.6765	38.4879
Si	16.594	4.1586	38.4887
Si	16.5925	7.993	38.4485
Si	16.5677	11.8295	38.4651
Si	16.5948	15.6877	38.4757
Si	30.7139	1.9309	11.5964
Si	30.7605	5.7855	11.5678
Si	30.7375	9.6084	11.5881
Si	30.7854	13.4595	11.5998
Si	3.7876	1.9336	11.5853
Si	3.7771	5.7693	11.5968
Si	3.8182	9.6275	11.5346
Si	3.8161	13.5131	11.6247
Si	7.5965	1.9399	11.5133
Si	7.6282	5.7815	11.5105
Si	7.6262	9.6613	11.4927
Si	7.6335	13.4991	11.5465
Si	11.5357	1.9187	11.5061
Si	11.5212	5.791	11.4806
Si	11.5459	9.6328	11.5009
Si	11.5156	13.4703	11.5276
Si	28.8015	1.9132	12.9927
Si	28.8086	5.7967	12.8671
Si	28.8121	9.6115	12.9742
Si	28.825	13.4069	12.8963
Si	1.861	1.9436	12.9548
Si	1.8576	5.7542	13.0107
Si	1.9149	9.5776	12.9068
Si	1.9114	13.5192	13.0312
Si	5.704	1.9224	12.9508
Si	5.7267	5.7842	12.9139
Si	5.7289	9.6912	12.9012
Si	5.7535	13.5303	12.9918
Si	9.5644	1.9293	12.7666
Si	9.5871	5.7931	12.7978
Si	9.5829	9.6707	12.7678
Si	9.5702	13.5147	12.8679
Si	28.839	15.275	14.2804
Si	28.7605	3.9407	14.2802
Si	28.7496	7.6542	14.3091
Si	28.8328	11.5409	14.3501
Si	32.6464	15.5006	14.4181
Si	32.557	3.809	14.3938
Si	1.8925	7.7007	14.3557
Si	1.9655	11.4838	14.2527
Si	5.7379	15.4405	14.42
Si	5.6607	3.8552	14.2866
Si	5.7432	7.7535	14.2118
Si	5.7468	11.5935	14.3271
Si	9.507	15.4717	14.1924
Si	9.5807	3.8355	14.0866
Si	9.5764	7.7561	14.0817
Si	9.5896	11.5573	14.1543
Si	30.6686	15.3701	15.7747
Si	30.5865	3.7946	15.7734
Si	30.7995	5.7467	17.0693
Si	30.8411	11.5396	15.6104
Si	3.8155	15.4973	15.8292
Si	4.063	2.0925	17.1982
Si	32.6435	9.3172	18.2214
Si	3.831	11.5789	15.7177
Si	7.7121	15.5446	15.7562
Si	7.9661	5.8191	16.6873
Si	7.7024	7.7726	15.4808
Si	7.7228	11.5666	15.6021
Si	11.5026	15.46	15.3876
Si	11.3873	3.949	15.5834
Si	11.2411	9.6566	16.8118
Si	11.5359	11.5489	15.4741
Si	29.7643	1.8698	16.9912
Si	30.6752	7.6643	15.6726
Si	30.7005	9.6397	16.9801
Si	31.4547	13.4044	16.9354
Si	3.7405	3.8834	15.7055
Si	4.012	5.8107	17.0265
Si	3.9042	7.7245	15.647
Si	3.1918	13.4946	16.9818
Si	8.0204	2.178	17.0525
Si	7.6984	3.8744	15.447
Si	8.1339	9.6178	16.8854
Si	8.117	13.5026	16.8795
Si	10.1595	2.1852	18.292
Si	10.4287	5.855	16.7743
Si	11.3855	7.6759	15.5565
Si	11.8076	13.5963	19.5555
Si	30.1335	13.8452	19.678
Si	14.0066	5.9571	18.8156
Si	6.1436	9.8897	19.2155
Si	30.5203	16.9331	19.1775
Si	2.8085	17.1438	19.1887
Si	32.8128	6.1595	18.305
Si	3.8291	9.6192	17.0474
Si	3.9885	14.4184	19.741
Si	6.1019	2.8973	18.2379
Si	6.0702	5.3574	18.1557
Si	5.0743	8.6613	21.6213
Si	6.8295	15.0575	20.6773
Si	11.9047	1.9428	16.7269
Si	11.268	4.9498	19.4123
Si	13.5915	9.026	18.6208
Si	11.2508	13.5354	16.655
Si	9.8293	12.1759	27.9594
Si	12.1501	12.2136	26.066
Si	31.836	13.8933	24.3278
Si	31.0436	12.0292	22.1569
Si	7.9162	4.923	22.3109
Si	31.581	5.4115	20.8789
Si	3.7783	14.084	22.6945
Si	4.9042	3.0477	20.9615
Si	5.7369	5.8679	20.4617
Si	5.0256	9.2884	24.6472
Si	6.7103	5.047	25.037
Si	15.7685	16.8711	24.1672
Si	10.7428	6.073	22.3788
Si	10.1342	11.4646	20.8148
Si	9.6579	15.9402	19.8843
Si	8.2026	13.1434	25.5357
Si	10.2869	11.5905	23.7979
Si	31.5893	15.3441	30.9489
Si	14.7524	2.9112	21.7271
Si	11.0265	9.2445	22.3836
Si	7.907	18.1707	26.7046
Si	14.0308	9.5537	21.7352
Si	17.9018	18.1118	25.8521
Si	5.2286	12.4111	24.8296
Si	12.1473	3.7945	23.325
Si	31.9261	8.7768	27.9454
Si	33.5605	13.0936	26.7713
Si	9.6459	4.5177	28.4316
Si	9.5035	17.7175	22.4165
Si	5.4048	16.7252	26.1307
Si	5.6015	16.4537	23.0417
Si	13.361	17.9187	25.8306
Si	7.3864	12.4781	19.7035
Si	11.8182	15.3199	26.4264
Si	9.297	16.0204	25.0259
Si	3.716	5.3298	26.0516
Si	13.8776	10.3044	27.6073
Si	16.3021	7.8224	22.5586
Si	17.9087	10.1416	21.1533
Si	12.2866	7.7039	28.0771
Si	33.5775	10.9698	28.7834
Si	32.8322	17.2859	28.8888
Si	9.3014	7.4935	28.0909
Si	10.7444	14.7474	29.1857
Si	6.8444	7.5917	26.59
Si	5.0012	6.0227	28.651
Si	33.1512	7.9478	25.2215
Si	12.6579	4.6509	27.9075
Si	16.5859	4.0112	30.8431
Si	16.0044	7.0386	30.4507
Si	16.4807	12.2851	31.0756
Si	17.3506	15.7731	33.317
Si	19.8765	4.1058	32.9683
Si	20.7205	8.0195	31.0457
Si	20.7345	11.1454	30.3159
Si	21.1921	16.0481	30.6014
Si	24.1752	3.8659	31.2826
Si	23.762	8.1309	31.0921
Si	23.6952	11.1942	30.3699
Si	24.2155	16.1155	31.1921
Si	28.9405	3.5019	30.6693
Si	28.6118	7.9968	31.0936
Si	29.0359	11.0092	30.6091
Si	28.4637	15.8863	31.138
Si	21.0938	3.8287	30.8768
Si	19.7764	7.9703	33.1647
Si	19.6944	11.8679	33.1813
Si	19.7414	15.6722	33.2954
Si	24.4804	17.6091	34.5588
Si	24.9718	7.9254	33.1054
Si	24.9625	11.8887	33.0778
Si	25.0677	15.7184	33.2896
Si	27.4827	4.1518	33.3535
Si	27.4081	7.9263	33.1043
Si	28.0756	13.7234	34.3169
Si	27.4715	15.7331	33.2387
Si	32.7239	4.1373	33.151
Si	32.7444	7.9907	33.0744
Si	32.6915	11.9064	33.2154
Si	4.2787	15.2514	28.3523
Si	20.3817	6.0119	34.3261
Si	20.3411	9.9173	34.3774
Si	20.3757	13.7417	34.4534
Si	20.4124	17.6496	34.393
Si	24.4375	6.0862	34.4777
Si	24.4036	9.9123	34.312
Si	24.4321	13.757	34.4181
Si	25.0837	4.1443	33.3621
Si	28.0409	6.1102	34.4879
Si	28.0057	9.8897	34.3318
Si	27.3878	11.7982	33.048
Si	28.0719	17.5979	34.5335
Si	32.1117	6.0849	34.3486
Si	32.093	9.9115	34.3221
Si	32.1614	13.8631	34.3832
Si	32.1473	17.5892	34.3481
Si	18.566	6.0383	35.8325
Si	18.5086	9.9139	35.8458
Si	18.5552	13.7824	35.9382
Si	18.614	17.6559	35.9239
Si	22.3775	6.0641	35.6296
Si	22.3882	9.9131	35.5924
Si	22.4095	13.7584	35.6624
Si	22.4087	17.6192	35.6796
Si	26.2378	6.1052	35.9723
Si	26.2082	9.9284	35.8418
Si	26.2829	13.7324	35.8664
Si	26.2788	17.6122	36.0326
Si	30.1086	6.0936	35.6345
Si	30.0609	9.9057	35.5669
Si	30.1031	13.7813	35.5821
Si	30.1436	17.5942	35.6472
Si	18.569	4.1768	37.2379
Si	18.5483	7.9797	37.1545
Si	18.5331	11.8245	37.2042
Si	18.579	15.7153	37.2293
Si	22.4027	4.1607	37.0539
Si	22.3842	8	37.0101
Si	22.4065	11.8193	37.0214
Si	22.4053	15.6837	37.0515
Si	26.2611	4.1767	37.283
Si	26.2348	8.0435	37.2329
Si	26.2511	11.8275	37.1948
Si	26.2749	15.6376	37.2444
Si	30.1168	4.1529	37.0169
Si	30.0965	8.0161	37.0165
Si	30.0992	11.8405	36.9667
Si	30.1084	15.6714	37.0292
Si	20.529	4.167	38.503
Si	20.5018	8.0003	38.454
Si	20.5138	11.8275	38.4626
Si	20.5344	15.6891	38.5034
Si	24.2785	4.1584	38.5093
Si	24.2619	8.0061	38.4781
Si	24.2862	11.8319	38.4699
Si	24.2943	15.6679	38.4889
Si	28.2502	4.1591	38.4958
Si	28.2179	8.0144	38.4744
Si	28.2298	11.8339	38.4472
Si	28.2409	15.6708	38.4968
Si	31.9883	4.1454	38.4673
Si	31.9706	8.0096	38.4707
Si	31.9822	11.8463	38.4272
Si	31.9944	15.675	38.4662
Si	15.3466	1.9327	11.5629
Si	15.3845	5.7786	11.5488
Si	15.3746	9.6042	11.5711
Si	15.4351	13.4582	11.5834
Si	19.1892	1.8875	11.5992
Si	19.1794	5.7482	11.5902
Si	19.2089	9.6345	11.5604
Si	19.2096	13.4798	11.6704
Si	23.0199	1.9016	11.5122
Si	23.0262	5.7502	11.4926
Si	23.0318	9.6474	11.4817
Si	23.0463	13.4745	11.56
Si	26.9612	1.894	11.5
Si	26.9271	5.7734	11.4592
Si	26.9638	9.6306	11.4881
Si	26.9156	13.4653	11.5209
Si	13.4259	1.9619	12.9277
Si	13.4349	5.7985	12.8496
Si	13.4398	9.5784	12.9234
Si	13.4722	13.4201	12.8452
Si	17.2455	1.8785	12.9565
Si	17.2542	5.7282	12.9886
Si	17.2996	9.6065	12.9402
Si	17.2933	13.4802	13.0881
Si	21.1298	1.8661	12.9406
Si	21.1329	5.7594	12.9021
Si	21.1453	9.6852	12.8988
Si	21.1738	13.4914	13.013
Si	25.0019	1.8693	12.7561
Si	24.9916	5.7467	12.7603
Si	25.0014	9.6494	12.7355
Si	24.9936	13.4862	12.8754
Si	13.4722	15.3321	14.1663
Si	13.3609	3.9542	14.2673
Si	13.4058	7.6429	14.2985
Si	13.5035	11.5183	14.2388
Si	17.2575	15.4528	14.4763
Si	17.1584	3.7615	14.3451
Si	17.2932	7.6874	14.3137
Si	17.3344	11.4716	14.3856
Si	21.206	15.398	14.4367
Si	21.0654	3.8074	14.248
Si	21.1464	7.7391	14.1853
Si	21.2053	11.5608	14.3649
Si	24.9818	15.4315	14.2152
Si	25.0165	3.784	14.0413
Si	24.9718	7.7183	14.0095
Si	25.0409	11.514	14.1373
Si	15.1975	15.3552	15.7706
Si	15.2017	3.7657	15.7341
Si	15.4826	5.7039	17.0217
Si	15.3564	11.4346	15.7116
Si	19.2776	15.472	15.8226
Si	19.4887	2.0692	17.1599
Si	17.3698	9.2653	18.2712
Si	19.2999	11.5278	15.7659
Si	23.2088	15.4657	15.7775
Si	23.4208	5.7791	16.524
Si	23.1242	7.777	15.4165
Si	23.225	11.5309	15.6102
Si	26.8847	15.3248	15.5801
Si	26.7909	3.8934	15.5782
Si	26.2101	9.5363	16.879
Si	26.8471	11.483	15.6523
Si	14.3496	1.8728	16.9679
Si	15.3474	7.6304	15.6613
Si	15.3394	9.5055	17.0958
Si	15.648	13.3505	17.041
Si	19.1189	3.8186	15.6305
Si	19.3884	5.759	16.8838
Si	19.2919	7.7135	15.5956
Si	18.8691	13.4756	17.0602
Si	23.4633	2.1401	17.0288
Si	23.1261	3.7974	15.3666
Si	23.7722	9.565	16.835
Si	23.8806	13.436	16.8589
Si	25.5696	2.224	18.3345
Si	25.8332	5.8071	16.7471
Si	26.7153	7.6615	15.5453
Si	26.9734	13.4791	19.1697
Si	14.7489	13.9196	19.8953
Si	29.318	5.9762	18.8809
Si	21.7785	9.8268	19.14
Si	15.1616	16.9583	19.1365
Si	18.2327	17.1354	19.1452
Si	17.4869	6.1013	18.2703
Si	19.3365	9.5558	17.0691
Si	19.488	14.4829	19.7934
Si	21.5354	2.9099	18.1557
Si	21.5137	5.339	17.8494
Si	20.6624	8.8004	21.7069
Si	22.2849	15.1017	20.6697
Si	27.3121	1.9167	16.7725
Si	26.5848	4.9941	19.4735
Si	28.3575	8.9915	18.8981
Si	26.3234	13.4195	16.8895
Si	25.2527	12.2509	28.0542
Si	27.5566	12.2149	26.1362
Si	16.5737	13.9365	24.373
Si	15.8916	12.0869	22.1902
Si	23.2976	4.8225	22.455
Si	16.2405	5.3777	20.8365
Si	19.3112	14.1098	22.7549
Si	20.315	3.1244	20.8818
Si	21.1314	5.9959	20.7394
Si	20.4875	9.3709	24.7308
Si	22.1124	5.045	25.1728
Si	31.1136	16.8321	24.2167
Si	26.0653	6.069	22.4667
Si	25.5856	11.4447	20.9496
Si	25.0781	15.9522	19.8912
Si	23.5927	13.2851	25.6635
Si	25.6289	11.6601	23.9079
Si	16.0663	15.3027	30.5641
Si	30.166	2.8954	21.7556
Si	26.2986	9.237	22.6611
Si	23.3194	18.178	26.8338
Si	29.1465	9.4603	21.9664
Si	33.2479	17.9795	25.9961
Si	20.6764	12.4822	24.9514
Si	27.545	3.7817	23.3051
Si	16.5731	8.8163	27.9478
Si	18.1839	13.1233	26.8328
Si	24.982	4.5418	28.5477
Si	24.946	17.6821	22.4372
Si	20.8093	16.8449	26.0021
Si	21.1035	16.5351	22.9852
Si	28.711	17.9315	25.8185
Si	22.9157	12.4462	19.7093
Si	27.276	15.3013	26.488
Si	24.7432	16.0896	25.1372
Si	19.1345	5.3891	26.1438
Si	29.2544	10.2772	27.6343
Si	31.5275	7.831	22.5704
Si	33.0766	10.1037	21.0973
Si	27.6344	7.7046	28.1189
Si	18.2015	11.0007	28.8337
Si	17.4115	17.2577	28.712
Si	24.6597	7.5037	28.1526
Si	26.3292	14.7591	29.2913
Si	22.1781	7.5735	26.6924
Si	20.3059	6.078	28.7965
Si	17.8475	7.9964	25.2233
Si	27.9935	4.6378	27.9587
Si	30.7804	13.4755	0.6437
Si	30.7702	1.9332	0.6291
Si	30.7703	5.7865	0.6281
Si	30.7768	9.6083	0.6304
Si	3.7874	13.4564	0.6349
Si	3.7767	1.9362	0.6426
Si	3.7755	5.792	0.6369
Si	3.7818	9.6055	0.6362
Si	7.6964	13.4709	0.6574
Si	7.6921	1.9526	0.6575
Si	7.6959	5.7713	0.6491
Si	7.6986	9.6031	0.6514
Si	11.4771	13.4708	0.6609
Si	11.4769	1.9435	0.6592
Si	11.4763	5.768	0.6496
Si	11.4774	9.6159	0.6507
Si	15.392	13.4771	0.6721
Si	15.3867	1.9521	0.6663
Si	15.3781	5.7724	0.6537
Si	15.3843	9.6081	0.6578
Si	19.1792	13.4613	0.6623
Si	19.1692	1.946	0.6706
Si	19.166	5.7792	0.6657
Si	19.171	9.6059	0.6654
Si	23.0957	13.4675	0.6614
Si	23.0949	1.9469	0.662
Si	23.094	5.788	0.6592
Si	23.0951	9.6007	0.6596
Si	26.8713	13.4633	0.6468
Si	26.8696	1.9343	0.645
Si	26.8704	5.7948	0.642
Si	26.8725	9.61	0.6432
Si	1.8989	13.4683	2.0286
Si	1.885	1.9344	2.0258
Si	1.8853	5.785	2.0257
Si	1.8915	9.6135	2.0251
Si	5.7357	13.4705	1.9784
Si	5.7307	1.9377	1.9798
Si	5.7326	5.7788	1.9741
Si	5.7359	9.6157	1.9759
Si	9.5856	13.471	2.0512
Si	9.5843	1.9414	2.0483
Si	9.586	5.7745	2.0452
Si	9.5876	9.617	2.0459
Si	13.4323	13.4708	1.9957
Si	13.4306	1.9395	1.9956
Si	13.4279	5.7761	1.9917
Si	13.4304	9.6154	1.9899
Si	17.2871	13.4671	2.0522
Si	17.278	1.9421	2.0549
Si	17.2712	5.7771	2.0482
Si	17.2765	9.6116	2.0484
Si	21.1361	13.4676	1.9879
Si	21.1334	1.9354	1.9891
Si	21.1312	5.7768	1.9878
Si	21.1335	9.6119	1.9889
Si	24.9858	13.4654	2.0487
Si	24.9855	1.9362	2.0485
Si	24.9853	5.7847	2.0482
Si	24.986	9.6112	2.0467
Si	28.8266	13.4672	1.9781
Si	28.8243	1.9334	1.9749
Si	28.8244	5.7838	1.9756
Si	28.8279	9.6137	1.9747
Si	1.8958	15.396	3.3755
Si	1.8887	3.858	3.3758
Si	1.8915	7.7006	3.3869
Si	1.8946	11.5412	3.3743
Si	5.7343	15.3973	3.3466
Si	5.7288	3.8587	3.3514
Si	5.7364	7.6978	3.3524
Si	5.7353	11.5449	3.3452
Si	9.5846	15.3998	3.3979
Si	9.5844	3.8576	3.4065
Si	9.5874	7.6982	3.4027
Si	9.5837	11.5436	3.3987
Si	13.4333	15.3977	3.3606
Si	13.4319	3.8574	3.3692
Si	13.4322	7.6976	3.3659
Si	13.4336	11.5428	3.3591
Si	17.282	15.3961	3.3943
Si	17.2805	3.8588	3.4065
Si	17.2774	7.6958	3.4047
Si	17.2821	11.5392	3.395
Si	21.1309	15.3935	3.3533
Si	21.1333	3.8545	3.3609
Si	21.1302	7.6942	3.3643
Si	21.1332	11.5414	3.3533
Si	24.9811	15.3938	3.3962
Si	24.9827	3.8573	3.4011
Si	24.9802	7.6989	3.4117
Si	24.9814	11.5388	3.3968
Si	28.8266	15.3942	3.3445
Si	28.8241	3.8565	3.3456
Si	28.8268	7.6994	3.3562
Si	28.8282	11.5408	3.3446
Si	30.7436	15.3935	4.722
Si	30.7394	3.8537	4.7254
Si	30.7418	7.7021	4.7358
Si	30.7448	11.5434	4.723
Si	3.8189	15.399	4.727
Si	3.8129	3.8569	4.7295
Si	3.8203	7.7015	4.7325
Si	3.8198	11.5484	4.726
Si	7.6456	15.3991	4.7327
Si	7.6428	3.8567	4.7361
Si	7.6471	7.703	4.7387
Si	7.6447	11.549	4.734
Si	11.5196	15.3981	4.7412
Si	11.5183	3.8559	4.7498
Si	11.5195	7.7022	4.7483
Si	11.5191	11.5466	4.7404
Si	15.352	15.3936	4.7377
Si	15.3502	3.8527	4.7477
Si	15.3492	7.6992	4.7482
Si	15.3525	11.5427	4.7372
Si	19.214	15.392	4.7325
Si	19.2167	3.8512	4.7407
Si	19.2138	7.6955	4.7418
Si	19.2161	11.5421	4.733
Si	23.0435	15.3908	4.735
Si	23.0453	3.8505	4.7436
Si	23.0407	7.6956	4.7504
Si	23.0438	11.5409	4.7374
Si	26.9181	15.3925	4.7324
Si	26.9171	3.8516	4.7383
Si	26.9174	7.6992	4.7452
Si	26.9179	11.5414	4.7329
Si	30.7554	13.4689	6.0805
Si	30.7516	1.9278	6.086
Si	30.7502	5.7741	6.0892
Si	30.754	9.6284	6.0947
Si	3.807	13.475	6.0878
Si	3.8077	1.9327	6.0925
Si	3.8051	5.7784	6.0938
Si	3.816	9.6285	6.092
Si	7.6491	13.4758	6.0947
Si	7.6456	1.9331	6.0992
Si	7.6487	5.7784	6.0989
Si	7.6435	9.6299	6.1009
Si	11.5175	13.4726	6.1005
Si	11.5175	1.9295	6.1092
Si	11.5143	5.7794	6.1098
Si	11.5184	9.6291	6.1092
Si	15.3621	13.4678	6.0947
Si	15.3617	1.9249	6.1048
Si	15.3611	5.7746	6.1076
Si	15.3632	9.6262	6.1067
Si	19.2022	13.4677	6.0919
Si	19.2077	1.9228	6.0972
Si	19.2077	5.7718	6.1014
Si	19.2124	9.6227	6.098
Si	23.0458	13.467	6.0965
Si	23.0426	1.9219	6.1031
Si	23.0447	5.7693	6.1111
Si	23.0379	9.6236	6.1082
Si	26.9168	13.4673	6.0917
Si	26.9142	1.9244	6.0988
Si	26.9096	5.7724	6.1021
Si	26.9147	9.6254	6.1044
Si	1.8897	13.4757	7.4658
Si	1.8899	1.9287	7.467
Si	1.8879	5.7748	7.4696
Si	1.9011	9.6316	7.4656
Si	5.7206	13.4812	7.4514
Si	5.7196	1.9358	7.4608
Si	5.7214	5.7802	7.4536
Si	5.7211	9.6352	7.4704
Si	9.582	13.4799	7.4499
Si	9.5783	1.9309	7.453
Si	9.5771	5.7799	7.4573
Si	9.576	9.6346	7.4507
Si	13.4477	13.4672	7.4567
Si	13.4461	1.9228	7.4693
Si	13.4428	5.7767	7.4646
Si	13.4474	9.6344	7.4707
Si	17.2824	13.4677	7.4655
Si	17.2892	1.9192	7.4678
Si	17.2892	5.7692	7.4703
Si	17.2954	9.6257	7.4663
Si	21.1165	13.467	7.4545
Si	21.1166	1.913	7.4691
Si	21.1172	5.766	7.4708
Si	21.1155	9.626	7.4799
Si	24.9833	13.4697	7.4428
Si	24.9788	1.9176	7.4485
Si	24.9793	5.7676	7.4603
Si	24.9749	9.6252	7.4497
Si	28.8468	13.464	7.4457
Si	28.8427	1.9204	7.456
Si	28.8382	5.771	7.4518
Si	28.843	9.6321	7.4626
Si	1.885	15.3958	8.843
Si	1.8849	3.8486	8.8396
Si	1.8939	7.7063	8.8287
Si	1.8995	11.5549	8.8375
Si	5.7097	15.3987	8.818
Si	5.704	3.862	8.8165
Si	5.7144	7.6991	8.8142
Si	5.7093	11.571	8.8225
Si	9.5795	15.3986	8.822
Si	9.575	3.852	8.8163
Si	9.5714	7.7122	8.8102
Si	9.5788	11.5596	8.8132
Si	13.4602	15.3794	8.8226
Si	13.452	3.8513	8.8193
Si	13.4558	7.7036	8.8156
Si	13.4628	11.5601	8.8335
Si	17.2881	15.3849	8.841
Si	17.2933	3.8401	8.8333
Si	17.2982	7.6997	8.8267
Si	17.2974	11.5481	8.8367
Si	21.1053	15.3737	8.8312
Si	21.1021	3.8355	8.8246
Si	21.1073	7.6906	8.8263
Si	21.1045	11.5623	8.8321
Si	24.9811	15.3839	8.817
Si	24.9799	3.8338	8.8151
Si	24.9742	7.7024	8.8097
Si	24.9802	11.5515	8.8082
Si	28.8588	15.3775	8.8086
Si	28.8497	3.8468	8.8074
Si	28.8508	7.697	8.8006
Si	28.8593	11.558	8.8231
Si	30.7458	15.3871	10.2267
Si	30.7418	3.8484	10.2144
Si	30.7501	7.7023	10.1974
Si	30.7672	11.5425	10.2214
Si	3.8038	15.4025	10.2124
Si	3.7995	3.8563	10.214
Si	3.808	7.6861	10.2018
Si	3.8071	11.5862	10.2244
Si	7.6318	15.4037	10.1648
Si	7.6275	3.8604	10.156
Si	7.6337	7.7136	10.1634
Si	7.6374	11.5869	10.16
Si	11.5299	15.3847	10.1577
Si	11.5197	3.849	10.155
Si	11.5183	7.7143	10.1401
Si	11.5197	11.5583	10.1576
Si	15.3716	15.3832	10.2116
Si	15.3729	3.8493	10.192
Si	15.3799	7.6989	10.186
Si	15.3888	11.5391	10.2119
Si	19.1968	15.3628	10.23
Si	19.1985	3.8229	10.2256
Si	19.2006	7.6852	10.2202
Si	19.2	11.5775	10.2354
Si	23.0375	15.372	10.1649
Si	23.0331	3.8253	10.1532
Si	23.0357	7.6956	10.1609
Si	23.0415	11.5749	10.1572
Si	26.9363	15.3709	10.1447
Si	26.9289	3.8274	10.1483
Si	26.926	7.7067	10.1334
Si	26.9232	11.5555	10.149
O	16.9064	7.907	31.4817
O	7.2534	4.1542	31.0959
O	4.7204	4.2648	31.6036
O	6.9166	7.4085	31.136
O	4.7963	11.7836	31.5671
O	6.8197	11.6288	29.946
O	7.1825	15.6223	31.2592
O	8.9959	12.0535	31.4826
O	12.7001	4.2282	31.8226
O	15.0824	3.4105	30.9765
O	14.4969	6.9407	31.0559
O	12.4077	11.6325	31.4202
O	14.9231	11.8829	30.9734
O	14.4912	15.2861	30.8957
O	32.0223	2.1698	19.128
O	29.3757	9.8113	17.9441
O	30.8595	13.1008	18.4406
O	17.5313	10.2427	19.5796
O	5.4343	15.1686	19.8367
O	3.8609	13.3886	18.4982
O	4.8274	9.4929	18.3716
O	7.3941	9.4333	18.3171
O	7.4244	13.3416	18.3366
O	9.7161	13.508	17.218
O	12.8498	4.8252	19.047
O	10.6798	6.0402	18.3829
O	12.2059	9.7096	18.1265
O	6.1533	11.4745	19.4815
O	12.186	13.652	17.9822
O	13.1828	13.9569	20.3223
O	32.9002	3.2093	29.8445
O	31.9621	5.5815	30.3284
O	31.3066	7.754	29.028
O	33.306	9.4033	28.5184
O	32.7454	11.348	30.0982
O	4.0751	12.7441	25.8906
O	32.0338	13.8217	30.5986
O	31.8299	16.2398	29.6109
O	18.906	16.6487	28.6634
O	32.411	17.6361	27.3575
O	4.597	6.9346	29.9337
O	5.305	2.5341	22.4392
O	4.3665	11.3157	29.0037
O	5.3706	9.4332	30.4417
O	5.66	17.536	30.3491
O	9.6643	4.6171	30.0477
O	5.1878	4.8358	25.5622
O	9.1239	7.657	29.684
O	8.1838	9.6838	30.9739
O	9.1609	11.0771	28.94
O	8.9656	17.5979	30.8015
O	9.3934	15.2445	29.8924
O	12.3882	7.759	29.6974
O	13.2989	4.4556	29.3646
O	8.7124	12.9486	27.068
O	13.3798	11.0087	28.9898
O	10.9522	11.5704	26.9704
O	12.948	17.4019	30.4185
O	12.0374	14.9671	30.1086
O	14.3011	2.3385	20.2819
O	13.3137	7.4196	18.6663
O	14.8901	5.9745	20.1743
O	32.5421	11.4356	21.8632
O	13.9372	9.5005	20.1232
O	30.6016	15.3855	19.6425
O	30.594	13.1248	21.0467
O	3.4729	2.4899	20.4744
O	30.2331	6.0233	20.2195
O	32.6961	7.7484	18.7253
O	15.5894	13.2276	21.0814
O	2.8593	15.5427	19.4707
O	3.7127	13.6564	21.1358
O	6.0327	2.5818	19.8734
O	12.5826	9.6433	22.4067
O	7.0871	13.4778	20.9326
O	8.0616	15.6171	19.7896
O	9.8564	16.62	21.3184
O	10.488	3.5453	19.1939
O	8.5555	3.4033	28.0371
O	11.0501	5.5105	20.8944
O	9.2297	5.7128	22.8053
O	11.3307	12.1068	19.9448
O	9.7003	9.6987	17.3339
O	10.5937	14.6135	19.8821
O	30.9463	15.2397	24.4204
O	17.229	17.4567	24.5407
O	16.649	6.346	22.0441
O	15.9535	3.9522	21.5042
O	10.6029	13.1759	28.9457
O	4.8495	13.1486	23.4457
O	6.6265	12.9008	25.435
O	30.0205	10.7938	22.1302
O	16.9876	13.6792	25.9092
O	9.1914	5.9133	27.7744
O	5.9801	16.4859	24.6229
O	4.8205	4.6462	21.0085
O	34.0155	6.5857	25.1625
O	3.452	9.1432	25.0212
O	10.9453	15.4914	27.7738
O	6.7679	4.9542	23.4387
O	9.0344	16.9087	23.7195
O	5.3484	10.8461	24.5227
O	7.7452	3.9277	25.5783
O	12.4087	13.801	26.3655
O	13.4807	3.5855	22.446
O	10.3673	9.875	21.0345
O	33.1003	14.0634	23.3526
O	10.169	12.1746	22.2832
O	8.455	14.651	25.0255
O	8.9933	12.072	24.6215
O	19.4364	17.649	25.8647
O	8.8567	16.9587	26.2574
O	8.3541	3.3907	21.9721
O	15.4649	9.9793	27.677
O	8.7477	11.6833	20.0229
O	6.7609	15.7735	22.1289
O	3.7789	5.7511	27.6236
O	15.367	17.1121	22.6274
O	13.9126	9.4711	31.0333
O	14.7549	8.2364	22.3411
O	11.6559	12.0877	24.5248
O	33.0395	11.7676	27.5012
O	6.4217	17.6277	26.9931
O	10.8556	15.6042	25.1577
O	20.4072	15.4489	26.7026
O	12.7338	6.2315	27.5498
O	13.1754	8.8596	27.4013
O	32.0487	8.0498	24.0648
O	17.1713	8.8472	21.7091
O	14.7685	17.7006	25.1085
O	11.1192	4.141	27.8885
O	17.9659	4.3345	25.8019
O	32.3113	8.0114	26.5912
O	5.1682	14.9696	29.6849
O	10.8774	7.6618	22.4229
O	4.2476	15.6183	22.8245
O	10.7588	8.0127	27.6652
O	10.8772	3.1204	22.6303
O	7.2463	6.4968	25.482
O	8.1765	8.2674	27.2196
O	32.2559	7.9565	31.4972
O	16.8613	16.0302	31.7652
O	22.6004	4.2579	31.3154
O	22.2659	7.4718	31.1251
O	20.18	11.92	31.6159
O	22.2088	11.7145	30.0034
O	20.1181	15.5896	31.7058
O	22.6721	15.6477	31.0976
O	24.3815	12.094	31.5357
O	28.1281	4.219	31.8531
O	30.5203	3.4215	30.9784
O	29.8569	6.9452	31.0906
O	27.8058	11.6466	31.449
O	30.3204	11.8945	30.9662
O	30.0045	15.405	31.2916
O	16.6727	2.1685	19.0713
O	14.9453	13.1097	18.4988
O	17.2566	13.4481	17.3342
O	32.8103	10.3057	19.5167
O	20.8722	15.3326	19.9037
O	19.5768	13.456	18.5433
O	20.5029	9.3982	18.2402
O	23.1245	9.4088	18.3401
O	23.3346	13.2744	18.3931
O	28.1787	4.8376	19.1712
O	26.0367	6.0227	18.3594
O	26.8692	9.3988	18.3941
O	21.7242	11.4365	19.322
O	28.5277	13.8327	19.4664
O	17.3949	18.5136	29.7389
O	16.5656	5.5373	30.2836
O	15.9714	7.7544	29.0056
O	17.9487	9.4397	28.5349
O	17.3711	11.3068	30.1689
O	19.4311	12.7552	25.9113
O	16.6105	13.7884	30.4741
O	16.3525	16.1348	29.2081
O	34.2919	16.6203	28.765
O	17.0768	17.6797	27.1844
O	19.8894	7.1368	29.954
O	20.7512	2.574	22.3296
O	19.7568	11.3827	29.0526
O	20.7526	9.5562	30.5602
O	21.0899	17.6561	30.4181
O	24.9775	4.721	30.1565
O	20.6043	4.8389	25.7256
O	24.5183	7.6839	29.7462
O	23.5635	9.7293	31.0031
O	24.54	11.1452	28.9907
O	24.3275	17.6955	30.8837
O	25.0747	15.387	30.0525
O	27.748	7.7819	29.7372
O	28.7073	4.4125	29.3776
O	24.1751	13.0808	27.1673
O	28.7642	10.9856	29.017
O	28.3971	17.3765	30.4812
O	27.7022	14.8833	30.1265
O	26.3588	11.6164	27.0673
O	29.6661	2.3022	20.3347
O	28.5705	7.4033	18.7099
O	21.489	6.7626	27.9222
O	28.6521	9.3463	20.4331
O	15.269	15.4144	19.6043
O	18.8971	2.5364	20.3981
O	23.7463	3.3165	22.0302
O	17.3739	5.259	19.6763
O	17.39	7.6825	18.7426
O	12.2865	3.0971	24.7658
O	18.3056	15.5409	19.4834
O	19.2329	13.7059	21.186
O	21.4648	2.7189	19.8022
O	19.4794	9.8719	21.4081
O	21.3468	6.3025	19.1739
O	22.4641	13.501	20.8462
O	23.4806	15.6655	19.749
O	25.2445	16.5231	21.381
O	25.8231	3.5764	19.2683
O	23.8847	3.4107	28.2057
O	26.3038	5.6362	20.9202
O	24.6137	5.5865	22.9743
O	26.679	12.0771	19.9397
O	25.9785	14.605	19.8024
O	15.6877	15.2809	24.3933
O	32.5803	17.303	24.6955
O	31.9405	6.343	22.1359
O	31.3398	3.9517	21.4808
O	26.0445	13.2031	29.0743
O	20.3741	13.165	23.515
O	22.016	13.0305	25.6351
O	14.8299	10.8908	22.1112
O	24.55	5.9214	27.8403
O	21.5066	16.6944	24.5458
O	20.1762	4.7215	20.9791
O	18.8101	6.7031	25.2782
O	18.8717	9.2179	24.9014
O	26.4738	15.4911	27.8701
O	22.1516	4.8263	23.5863
O	24.5625	16.9695	23.8167
O	20.8693	10.9142	24.7562
O	27.8775	13.7906	26.4249
O	20.8764	15.1811	29.2709
O	28.9198	3.5845	22.4988
O	4.9025	7.1552	21.0322
O	27.8546	9.5738	22.9105
O	25.8499	9.874	21.2334
O	17.8761	14.0886	23.448
O	25.6497	12.2158	22.3804
O	23.789	14.7987	25.1543
O	24.358	12.2536	24.6866
O	3.9721	17.4184	26.0328
O	24.3706	17.0581	26.3696
O	22.6362	5.6531	21.2443
O	30.8403	9.9566	27.6726
O	24.141	11.5796	20.2687
O	22.2779	15.8069	22.1298
O	27.2115	5.3701	23.3856
O	30.8181	17.1164	22.6594
O	29.2977	9.4788	31.0763
O	29.9463	8.1419	22.4613
O	27.0252	12.0877	24.6155
O	21.0174	8.8355	23.2876
O	17.6338	11.8159	27.5746
O	21.8445	17.5511	27.0243
O	26.2597	15.5444	25.258
O	21.2056	8.6512	25.9949
O	5.2107	15.3898	27.026
O	28.5412	8.8381	27.4301
O	16.7105	7.9026	24.1009
O	32.2063	8.8433	21.5419
O	30.1262	17.7461	25.0969
O	26.4542	4.1317	28.0226
O	33.3726	4.19	25.8494
O	16.9968	8.1001	26.5817
O	32.7296	5.3513	19.732
O	26.0875	7.6583	22.643
O	19.773	15.647	22.871
O	26.1094	8.0261	27.701
O	26.321	3.1199	22.5137
O	22.608	6.5307	25.5401
O	23.5013	8.269	27.3202
O	27.6162	3.0516	24.74
O	6.2715	9.2234	20.6832
O	33.9509	14.14	27.9528
O	18.6441	14.1392	28.0089
O	25.4937	10.0325	23.8287
O	23.1696	3.9809	25.7617
O	10.3217	9.9659	23.6601
O	7.258	5.6933	21.047
O	13.4762	11.3322	26.4095
O	19.1279	5.7281	27.7389
O	32.3545	13.6025	25.8285
O	20.3525	7.2383	21.4114
O	30.9847	12.6981	23.6391
O	28.0578	6.2201	27.6116
O	28.8663	11.3056	26.4392
O	17.3774	11.4679	21.9174
O	6.1206	6.8486	27.8306
O	12.9417	16.4794	26.4388
O	21.8239	9.1813	20.6308
O	5.9029	8.6746	25.8611
O	13.5135	3.7005	26.9298
O	28.803	3.72	26.9135
O	20.712	4.7107	29.5646
O	15.7668	12.7153	23.6832
O	5.5433	4.5753	29.1506
O	28.375	16.4778	26.4361
O	5.381	8.5909	23.214
O	3.8355	9.6981	21.4181
O	11.8057	5.3825	23.3986

Results
total energy: -214232.641 eV
total energy less fixed offsets of O -438.35, Si -107.03 eV per atom: -8.411 eV

Forces (eV/angstrom), in the order of the atoms: element, x, y, z
Si	0.1714	0.0109	0.6348
Si	0.0298	0.0811	0.1756
Si	0.2062	-0.0311	0.6579
Si	-0.0108	-0.0129	0.0343
Si	-0.1771	-0.0491	0.676
Si	-0.2979	-0.0494	0.5965
Si	-0.0207	-0.0353	0.1878
Si	-0.3496	0.0239	0.5676
Si	0.2819	0.1153	0.6504
Si	0.3277	-0.2439	0.4727
Si	0.1225	0.1167	0.1047
Si	0.2501	-0.1466	0.6892
Si	-0.0617	-0.0495	0.0714
Si	-0.4123	-0.0903	0.4415
Si	-0.1145	-0.0937	0.0359
Si	-0.1524	0.1445	0.6543
Si	-0.0924	-0.0393	0.1224
Si	-0.0117	-0.0129	0.0304
Si	-0.2217	0.0161	0.6759
Si	-0.0215	-0.0025	0.0071
Si	-0.0019	0.0165	-0.0131
Si	-0.0055	0.0031	0.05
Si	0.2497	-0.0766	0.5621
Si	0.0126	0.0385	0.0229
Si	-0.2748	-0.1122	0.6033
Si	-0.0219	0.041	0.0598
Si	0.0165	-0.0246	-0.0677
Si	-0.0145	0.0082	0.0103
Si	0.0225	0.017	0.0256
Si	0.1826	0.0168	0.5985
Si	0.0252	0.0089	0.0376
Si	-0.0557	0.013	0.0199
Si	0.0511	0.0117	-0.0509
Si	0.0094	-0.0205	-0.091
Si	0.024	-0.0119	-0.091
Si	0.0315	-0.0017	-0.1066
Si	-0.0126	-0.0182	-0.0591
Si	-0.0183	-0.0086	-0.0813
Si	-0.0283	-0.048	-0.0481
Si	0.0518	-0.0015	0.0286
Si	-0.0297	-0.0006	-0.0836
Si	0.0119	-0.0141	-0.0966
Si	-0.1541	0.0511	0.6013
Si	0.0139	0.0273	-0.0598
Si	-0.0286	0.011	-0.0922
Si	-0.0241	0.009	-0.0638
Si	-0.0162	0.0272	-0.0528
Si	-0.0285	-0.0212	-0.0656
Si	-0.0006	-0.0258	-0.0314
Si	-0.0147	0.0095	-0.0298
Si	-0.002	-0.0425	-0.0542
Si	-0.0168	0.0342	-0.0466
Si	0.0003	-0.0079	0.0418
Si	0.0121	0.0105	0.0261
Si	-0.0194	0.0133	0.0361
Si	-0.0223	0.0027	0.0437
Si	-0.0235	-0.0256	-0.039
Si	-0.0014	0.028	-0.0154
Si	0.0123	-0.0283	-0.0319
Si	-0.009	0.0103	-0.0612
Si	0.031	-0.0061	0.0247
Si	-0.0078	-0.0012	0.0257
Si	-0.02	0.0359	0.0249
Si	-0.0082	0.0038	0.0359
Si	0.0008	0.0141	0.0254
Si	-0.0038	-0.0037	0.0219
Si	-0.0026	-0.0064	0.0147
Si	0.0244	-0.0025	0.0044
Si	0.0072	0.0072	0.006
Si	-0.0117	-0.0021	-0.0208
Si	0.0016	0.0059	-0.0065
Si	0.0074	-0.0034	-0.024
Si	-0.0021	0.001	0.0431
Si	-0.0109	0.0195	-0.0022
Si	0.0048	-0.0124	0.0237
Si	0.0053	-0.0077	-0.0082
Si	-0.0256	-0.0086	-0.0089
Si	0.0055	0.0089	-0.0189
Si	-0.0032	-0.005	-0.0111
Si	0.0207	-0.0182	-0.0006
Si	0.0174	0.0025	0.0223
Si	0.0363	-0.0073	0.0238
Si	0.0201	-0.0012	0.0183
Si	0.0223	0.0019	0.0242
Si	-0.0276	-0.009	0.0152
Si	-0.036	0.0094	0.029
Si	-0.0204	-0.0003	0.0314
Si	-0.0424	0.0054	0.0224
Si	0.0098	-0.0073	0.0214
Si	0.0412	0.0013	0.0254
Si	0.0264	-0.0062	0.0316
Si	0.0351	0.0136	0.0141
Si	-0.0294	-0.0018	0.0313
Si	-0.0241	0.0013	0.0253
Si	-0.0331	-0.0017	0.0189
Si	-0.0159	-0.0035	0.0154
Si	0.0121	-0.0079	-0.0091
Si	0.0049	0.016	-0.0279
Si	-0.0121	0.0068	-0.0125
Si	-0.0005	0.0056	-0.0069
Si	0.0054	-0.02	-0.0331
Si	-0.0102	0.018	-0.0055
Si	0.0055	0.0052	-0.0114
Si	0.0065	-0.0058	-0.0135
Si	-0.0244	0.0191	-0.0241
Si	0.0013	-0.0069	-0.0406
Si	-0.0233	-0.0121	-0.0182
Si	-0.0173	0.0056	-0.031
Si	0.0101	0.004	-0.0217
Si	-0.0107	-0.0195	-0.0247
Si	0.01	-0.0013	-0.0233
Si	-0.0054	0.0015	-0.0241
Si	-0.0208	0.0086	0.0935
Si	-0.0203	0.0277	0.0139
Si	-0.0086	-0.0025	-0.0057
Si	-0.0267	-0.0325	-0.0153
Si	0.0058	0.0138	-0.0249
Si	0.0229	-0.0081	0.0243
Si	-0.011	-0.0217	-0.0005
Si	-0.0021	-0.0261	0.0387
Si	0.0102	-0.0096	0.0458
Si	0.0323	-0.0152	0.0121
Si	-0.0048	0.0042	0.0026
Si	0.0549	0.0209	0.0036
Si	-0.0276	-0.0175	0.0099
Si	0.0027	0.0206	0.005
Si	-0.0097	0.0239	0.0057
Si	-0.0073	-0.016	0.017
Si	-0.0273	0.0258	0.0046
Si	-0.002	-0.0378	-0.0299
Si	0.0241	0.017	-0.0171
Si	-0.0026	0.0047	-0.0081
Si	0.0054	-0.0252	0.0296
Si	-0.0241	0.0088	-0.0172
Si	-0.0322	0.0191	-0.0092
Si	0.0084	0.0254	-0.0101
Si	-0.0301	-0.0053	-0.0359
Si	-0.0549	-0.012	-0.023
Si	0.0004	-0.0068	-0.0471
Si	-0.0039	-0.0273	-0.0171
Si	0.0042	-0.0343	-0.0411
Si	0.0207	0.0291	-0.0399
Si	-0.0298	-0.0056	-0.09
Si	-0.0061	0.0008	-0.0612
Si	0.0371	0.0306	0.0189
Si	-0.0138	-0.0564	0.0313
Si	0.061	0.0011	0.0013
Si	-0.017	0.0189	-0.0103
Si	-0.0149	-0.0104	-0.0138
Si	0.005	-0.0933	0.0501
Si	-0.1247	0.1532	-0.7111
Si	0.0182	0.0144	0.0026
Si	0.0266	-0.0303	0.074
Si	0.0208	-0.0653	0.0367
Si	0.0088	0.0657	0.0439
Si	0.0213	0.0405	0.0366
Si	-0.0137	-0.0499	0.0002
Si	-0.0187	0.0117	0.0448
Si	0.2364	-0.0903	-0.7456
Si	-0.0206	-0.0157	0.0421
Si	-0.019	-0.0081	-0.0189
Si	0.012	0.0248	-0.0168
Si	0.4928	-0.0718	-0.2447
Si	0.29	0.1827	-0.5605
Si	0.0119	0.0549	0.0059
Si	-0.0253	0.0263	-0.0121
Si	-0.0316	0.0307	0.0095
Si	-0.2872	0.1034	-0.5636
Si	0.0562	-0.0426	-0.026
Si	0.0214	0.0424	-0.008
Si	-0.332	0.0561	-0.8524
Si	-0.2901	0.0849	-0.7635
Si	-0.0543	-0.4066	-0.2985
Si	-0.1125	-0.0915	-0.6483
Si	0.0241	-0.0531	0.0953
Si	0.0246	0.0518	-0.0674
Si	-0.0223	-0.0705	-0.0386
Si	0.2695	-0.1604	-0.5204
Si	-0.0959	-0.03	-0.1529
Si	-0.3328	0.0503	-0.6466
Si	0.3795	0.2211	-0.5992
Si	0.0663	-0.1872	-0.6114
Si	-0.3195	0.0537	-0.422
Si	0.0307	0.0319	-0.0879
Si	0.0277	0.1356	-0.4318
Si	0.0613	0.0272	-0.0103
Si	-0.0879	0.0063	-0.008
Si	-0.0329	0.0482	-0.0119
Si	0.0615	0.0362	0.0491
Si	-0.0286	-0.0795	-0.0314
Si	0.4583	0.1484	-0.4248
Si	0.1647	0.003	-0.7661
Si	-0.0598	-0.0137	-0.0382
Si	-0.028	0.0077	0.0592
Si	0.0399	-0.0098	0.0194
Si	0.0263	-0.0105	-0.1471
Si	0.1268	-0.0095	-0.0571
Si	0.0057	0.027	-0.203
Si	0.0325	-0.0084	-0.0008
Si	0.1133	-0.1186	-0.1946
Si	0.1295	0.0665	-0.6331
Si	-0.029	-0.1607	-0.0462
Si	-0.096	-0.0214	0.1135
Si	0.0064	0.0302	0.0105
Si	0.0108	-0.0973	-0.1461
Si	-0.0579	0.0313	0.037
Si	0.1587	0.2613	-0.5145
Si	0.1698	-0.0313	0.0463
Si	0.034	0.0075	-0.0195
Si	0.3372	0.2685	0.6016
Si	-0.131	0.0559	-0.0286
Si	-0.0617	-0.0674	-0.0306
Si	0.0306	0.0699	-0.0925
Si	-0.0072	-0.114	-0.1227
Si	-0.0771	-0.0471	0.0676
Si	-0.092	0.0259	0.0087
Si	0.098	-0.0399	0.077
Si	-0.0547	0.0318	0.0865
Si	0.031	0.1249	0.0007
Si	0.0694	0.0398	0.035
Si	-0.0341	0.1346	0.0403
Si	0.0073	-0.0794	-0.1155
Si	0.0057	-0.0303	0.0426
Si	-0.163	-0.0293	-0.0018
Si	0.1309	-0.0399	-0.033
Si	0.0163	-0.0701	-0.0016
Si	0.1059	0.0382	-0.0375
Si	0.0935	0.005	0.0614
Si	-0.0148	-0.0436	0.1169
Si	-0.0824	0.0177	-0.0437
Si	0.0174	0.0535	-0.1245
Si	0.0765	-0.0425	0.1369
Si	0.1068	0.0111	0.0824
Si	-0.0964	0.0153	0.0635
Si	-0.0141	-0.0312	0.0982
Si	0.0163	0.1649	0.1152
Si	-0.0623	-0.0353	0.0022
Si	-0.0044	0.0317	0.1077
Si	0.0289	-0.0211	0.0952
Si	-0.1328	0.0498	0.0633
Si	0.1747	-0.0152	0.6023
Si	0.0495	0.0767	0.1701
Si	0.1704	0.0069	0.6531
Si	0.1706	-0.1859	0.6305
Si	0.0324	0.008	-0.0013
Si	-0.2723	-0.0455	0.6084
Si	-0.0225	0.0084	0.1875
Si	-0.0455	0.1102	0.15
Si	0.2758	0.1061	0.6823
Si	0.3049	-0.2421	0.4957
Si	0.1142	0.0933	0.1226
Si	0.2341	-0.1269	0.679
Si	-0.0771	-0.0433	0.0924
Si	-0.4116	-0.084	0.4462
Si	-0.1079	-0.0844	0.0491
Si	-0.2091	0.0991	0.6152
Si	-0.4368	0.0444	0.6268
Si	-0.0377	-0.0304	0.0442
Si	-0.208	-0.069	0.6661
Si	-0.1608	0.1018	0.7271
Si	-0.0037	0.0199	-0.0016
Si	-0.004	0.0121	0.0444
Si	0.2649	-0.085	0.5799
Si	0.0159	0.0237	0.0372
Si	-0.2533	-0.1012	0.598
Si	-0.0364	0.04	0.0734
Si	0.0197	-0.0301	-0.0687
Si	-0.0072	0.0031	0.0141
Si	0.0078	-0.033	0.0159
Si	0.1821	-0.0013	0.5663
Si	0.0338	0.0067	0.0389
Si	0.0187	-0.0357	0.0652
Si	0.0299	0.0153	-0.0577
Si	0.0164	0.0101	-0.0919
Si	0.0255	-0.0013	-0.0828
Si	0.0166	-0.0575	-0.0817
Si	-0.0171	-0.0116	-0.0613
Si	-0.0159	-0.0154	-0.0882
Si	-0.024	-0.0337	-0.0515
Si	0.0575	0.016	0.0412
Si	-0.0248	-0.0134	-0.086
Si	0.0125	-0.0048	-0.0984
Si	-0.16	0.0488	0.6029
Si	0.0107	0.0394	-0.042
Si	-0.0264	0.0248	-0.0624
Si	-0.0296	0.0127	-0.0655
Si	-0.0159	0.0011	-0.027
Si	-0.0424	0.0246	-0.0686
Si	0.0217	0.0127	-0.0631
Si	-0.0202	0.01	-0.0502
Si	-0.0211	0.0075	-0.024
Si	0.01	-0.0218	-0.0365
Si	-0.0094	0.0066	0.0361
Si	0.013	-0.0036	0.0307
Si	0.0039	0.0186	0.0216
Si	-0.0148	0.003	0.0345
Si	-0.0124	-0.0271	-0.0366
Si	0.0013	0.0312	-0.015
Si	0.0076	-0.0237	-0.0378
Si	-0.0041	0.007	-0.0629
Si	0.0013	-0.0019	0.0291
Si	-0.0122	0.0034	0.0263
Si	-0.009	0.031	0.0213
Si	-0.0068	-0.0003	0.0377
Si	0.0045	-0.0099	0.0081
Si	0.0044	0.0044	0.0142
Si	-0.0114	0.014	0.0182
Si	0.0172	-0.0131	0.0616
Si	0.032	-0.0064	-0.0144
Si	-0.0093	0.0061	-0.0202
Si	0.0084	0.0136	-0.0089
Si	-0.0141	-0.01	0.0023
Si	-0.008	0.0036	0.0396
Si	-0.007	0.021	-0.0008
Si	0.0024	-0.0152	0.0254
Si	0.012	-0.0059	-0.0054
Si	-0.0108	0.0016	-0.0038
Si	-0.0015	0.004	-0.0115
Si	0.0094	-0.0104	-0.0114
Si	-0.008	-0.0084	-0.0199
Si	0.0286	-0.0008	0.0354
Si	0.0411	-0.0022	0.0261
Si	0.0171	0.0079	0.0124
Si	0.0027	0.0092	0.0156
Si	-0.033	-0.003	0.0184
Si	-0.0391	0.0017	0.028
Si	-0.0208	-0.0099	0.0377
Si	-0.0423	0.0091	0.0192
Si	0.0164	-0.0134	0.0118
Si	0.0453	0.0099	0.0249
Si	0.0228	0.0063	0.0301
Si	0.0392	0.0068	0.0151
Si	-0.0237	0.0069	0.0223
Si	-0.0163	-0.0002	0.0262
Si	-0.0342	-0.0074	0.0184
Si	-0.0432	0.0019	0.0325
Si	0.0308	0.0056	-0.0174
Si	0.0078	0.0033	-0.0334
Si	0.0055	0.0105	-0.015
Si	0.0155	0.0106	-0.0173
Si	-0.0092	-0.0109	-0.0375
Si	-0.0171	0.0024	-0.0117
Si	0.0042	-0.0006	-0.0117
Si	-0.0009	0.0014	-0.0168
Si	-0.0161	0.009	-0.0167
Si	0.0035	0.0102	-0.041
Si	-0.0077	-0.0136	-0.0179
Si	-0.0095	-0.0103	-0.0304
Si	0.011	0.0052	-0.0128
Si	-0.0107	-0.0209	-0.014
Si	-0.0021	0.0118	-0.0231
Si	0.0078	-0.0137	-0.0352
Si	-0.0144	-0.0124	0.0847
Si	-0.008	0.0357	0.0012
Si	-0.0099	-0.0027	-0.0002
Si	-0.0349	-0.0256	-0.0245
Si	0.0119	-0.0131	0.0072
Si	0.03	0.0109	0.015
Si	0.0008	-0.0096	0.0156
Si	-0.0038	-0.0142	0.0451
Si	-0.003	0.0102	0.0587
Si	0.0234	-0.0441	0.0192
Si	-0.0055	0.0001	0.0084
Si	0.0458	0.0239	0.0141
Si	-0.0215	-0.0213	-0.0063
Si	-0.0123	0.0192	-0.0137
Si	0.0127	0.0069	-0.0367
Si	-0.008	-0.012	0.0149
Si	-0.023	0.0185	-0.022
Si	-0.005	-0.0146	-0.0197
Si	-0.0023	0.0159	-0.0079
Si	0.0056	0.0242	-0.0273
Si	0.0008	-0.0258	-0.0009
Si	-0.0214	0.0344	-0.0394
Si	-0.0395	-0.0056	-0.0191
Si	-0.021	0.0252	-0.0224
Si	-0.0272	-0.0122	-0.0378
Si	-0.0538	-0.0007	-0.0702
Si	0.013	-0.0328	-0.023
Si	-0.0109	-0.0036	-0.0355
Si	0.0316	-0.0333	0.0129
Si	0.0317	0.0606	-0.0447
Si	-0.0511	-0.0047	-0.0777
Si	0.0366	-0.0172	-0.0212
Si	0.0884	-0.0145	0.0511
Si	0.0034	-0.056	0.0385
Si	0.0588	0.0105	0.0035
Si	0.0016	0.0307	0.0207
Si	-0.0703	-0.0523	0.0412
Si	0.0559	-0.0679	0.0298
Si	-0.0144	0.1443	-0.7104
Si	0	0.0272	0.0299
Si	0.0439	-0.0078	0.0862
Si	0.0204	-0.0112	0.0902
Si	0.0011	0.0967	0.002
Si	0.0099	0.0098	0.0756
Si	-0.0154	-0.0113	-0.0217
Si	-0.042	0.0496	0.0634
Si	-0.1798	0.097	-0.5593
Si	0.0173	-0.0667	0.0657
Si	-0.0025	-0.0057	-0.0134
Si	0.0054	0.0201	-0.0213
Si	-0.0181	-0.0046	0.1172
Si	-0.319	0.1157	-0.6794
Si	0.0184	0.0117	0.0062
Si	0.0208	0.0152	-0.0696
Si	-0.045	0.0195	0.0054
Si	0.3594	0.0675	-0.7182
Si	0.0443	-0.034	-0.0177
Si	-0.0892	0.0037	0.0465
Si	0.2286	0.0327	-0.6118
Si	0.232	0.0924	-0.6462
Si	-0.0215	-0.4307	-0.2933
Si	-0.049	-0.1676	-0.6848
Si	-0.0107	-0.0372	0.1102
Si	-0.0893	-0.0509	-0.7188
Si	-0.0493	-0.0248	-0.1213
Si	0.2606	-0.1361	-0.4895
Si	-0.0463	-0.0639	-0.1396
Si	-0.343	0.0528	-0.5916
Si	0.3493	0.1569	-0.6061
Si	0.0792	-0.1456	-0.5877
Si	-0.4269	0.068	-0.3021
Si	-0.0061	0.0454	-0.0892
Si	0.0385	0.1076	-0.6034
Si	0.1352	-0.3556	-0.5292
Si	-0.0176	0.0746	-0.0937
Si	-0.0216	0.0048	-0.0426
Si	0.0587	0.0114	0.0402
Si	-0.0387	-0.0526	-0.0489
Si	-0.0667	0.0684	-0.0794
Si	-0.0418	0.0365	0.0309
Si	-0.0482	-0.0012	-0.0271
Si	-0.044	0.0188	0.0753
Si	0.0346	-0.0118	0.0012
Si	-0.0333	-0.0295	-0.1335
Si	0.105	-0.0145	-0.037
Si	0.0013	0.0022	-0.2133
Si	0.0561	-0.0241	-0.0391
Si	0.057	-0.103	-0.2133
Si	0.0547	0.0752	0.0332
Si	-0.0731	-0.2247	-0.0477
Si	-0.1137	0.0415	0.073
Si	-0.0132	0.0104	0.0344
Si	0.0354	-0.0693	-0.1611
Si	0.0222	0.0521	-0.0125
Si	0.1901	0.3579	-0.5479
Si	0.1933	-0.074	0.0526
Si	0.004	-0.0127	0.003
Si	0.021	0.0878	0.1475
Si	-0.127	0.0184	-0.0124
Si	-0.0648	-0.0391	-0.0284
Si	-0.016	0.0279	-0.0599
Si	0.0434	-0.0505	-0.1187
Si	-0.1061	-0.0433	0.1119
Si	-0.0717	0.0717	-0.0722
Si	0.0581	-0.0501	0.1168
Si	-0.0778	0.0307	0.0868
Si	0.0068	0.0807	0.0124
Si	0.0777	0.0537	0.0512
Si	-0.0202	0.1312	0.0043
Si	0.0369	-0.0228	-0.0888
Si	0.0016	-0.0562	-0.0453
Si	-0.1569	-0.0246	0.0144
Si	0.0593	0.0364	-0.1274
Si	0.0322	-0.0758	0.0112
Si	0.1112	0.0107	-0.022
Si	0.0558	0.0177	0.0662
Si	-0.0305	-0.0437	0.1467
Si	-0.0285	-0.0073	0.0035
Si	0.0828	0.0734	-0.017
Si	0.0658	-0.0326	0.1355
Si	0.1172	0.0027	0.0693
Si	-0.0455	0.0705	0.0918
Si	-0.0226	-0.0352	0.0827
Si	0.0666	0.1233	0.1595
Si	-0.0654	-0.0318	0.0371
Si	0.0231	0.0307	0.0431
Si	0.0433	0.0383	0.0782
Si	-0.1457	0.0377	0.0777
Si	-0.0061	-0.0039	-0.0082
Si	-0.0074	-0.0001	-0.0119
Si	-0.009	0.0005	-0.0115
Si	-0.0144	0.0018	-0.0109
Si	0.0139	0.0003	-0.0058
Si	0.0062	0.0027	-0.0037
Si	0.006	-0.0115	-0.0107
Si	0.0052	0.0029	-0.0111
Si	-0.0217	0.0006	-0.0012
Si	-0.0194	-0.0059	-0.0041
Si	0.0001	0.0027	-0.0116
Si	0.0011	-0.0006	-0.0108
Si	0.0042	-0.006	-0.0091
Si	0.0181	0.0009	-0.0084
Si	0.0184	0.0046	-0.0081
Si	0.014	-0.0066	-0.0078
Si	-0.007	0.0067	-0.0051
Si	-0.0077	-0.008	-0.0094
Si	-0.0134	-0.0029	-0.0111
Si	-0.0132	0.0005	-0.0117
Si	0.0119	-0.0003	-0.0041
Si	0.0094	0.0016	-0.001
Si	0.0101	-0.0046	-0.01
Si	0.0045	0	-0.0102
Si	-0.0253	-0.0028	-0.0036
Si	-0.0124	-0.0006	-0.0077
Si	0.0015	-0.0039	-0.0134
Si	-0.006	0.0059	-0.0086
Si	0.0049	-0.0103	-0.0076
Si	0.0141	0.0102	-0.0053
Si	0.0157	-0.006	-0.0057
Si	0.0144	0.0048	-0.01
Si	-0.0023	0.0031	0.0202
Si	0.0013	0.0022	0.0158
Si	0.0046	0.003	0.0205
Si	0.0026	-0.0053	0.0225
Si	-0.0006	0.0083	0.0072
Si	0.0003	-0.0009	0.006
Si	-0.0029	-0.0036	0.0008
Si	-0.0023	0.0064	0.0013
Si	-0.001	-0.0057	0.0176
Si	-0.0002	0.0098	0.0225
Si	-0.0056	-0.0084	0.0218
Si	-0.0048	-0.0008	0.0122
Si	0.0052	-0.0001	-0.0009
Si	0.0018	0.0004	0.002
Si	-0.0003	0.0039	0.006
Si	-0.0033	-0.0077	0.0052
Si	-0.0032	0.0026	0.017
Si	-0.0012	0.0094	0.0211
Si	0.0061	-0.0017	0.0254
Si	0.0043	-0.0037	0.0195
Si	0.0017	0.0082	0.0082
Si	-0.0016	-0.0067	0.0041
Si	-0.0015	-0.0044	-0.0015
Si	0.0037	0.004	-0.0007
Si	0.0009	-0.0064	0.0185
Si	-0.0004	0.007	0.0176
Si	-0.0049	0.0034	0.0231
Si	-0.003	-0.004	0.02
Si	0.0052	0.0049	0.0022
Si	0.001	-0.004	0.0048
Si	-0.0005	0.0055	0.0074
Si	-0.0007	-0.0125	0.006
Si	0.0091	0.0008	-0.0167
Si	-0.0062	-0.0006	-0.0122
Si	-0.0027	0.0034	-0.0121
Si	-0.0089	-0.0029	-0.0162
Si	-0.0017	-0.0044	-0.0129
Si	-0.0075	0.0012	-0.0161
Si	0.0081	-0.0061	-0.0209
Si	0.0001	0.0018	-0.0177
Si	-0.005	0.0031	-0.009
Si	0.0039	-0.0036	-0.0046
Si	0.0137	0.0015	-0.0063
Si	0.0026	-0.0027	-0.0073
Si	-0.0026	0.005	-0.0185
Si	0.0026	0.001	-0.0166
Si	0.0023	0.0009	-0.0108
Si	0.0005	-0.0033	-0.0168
Si	0.0094	0.0047	-0.015
Si	-0.0015	-0.0033	-0.0095
Si	-0.0044	0.0005	-0.0094
Si	-0.0108	-0.0001	-0.0156
Si	-0.0048	-0.0025	-0.0123
Si	0.0074	0.0054	-0.0176
Si	-0.0061	-0.0033	-0.0198
Si	-0.0019	0.0027	-0.0161
Si	-0.0071	0.002	-0.0109
Si	0.0104	0	-0.0044
Si	0.0094	0.0035	-0.0038
Si	-0.0033	-0.0045	-0.0055
Si	-0.0017	0.0044	-0.0222
Si	0.004	0.0026	-0.0158
Si	0.001	0.0015	-0.0161
Si	-0.002	-0.0034	-0.0203
Si	0.0159	-0.0061	0.0109
Si	0.0174	0.0018	0.0174
Si	0.0151	-0.0009	0.0202
Si	0.0174	0.0026	0.0136
Si	-0.0171	0.005	0.0186
Si	-0.0122	0.0001	0.0175
Si	-0.0182	-0.0008	0.0133
Si	-0.0135	0.0007	0.0129
Si	0.002	0.002	0.0147
Si	0.012	-0.0011	0.012
Si	-0.0005	0.0007	0.0134
Si	0.0003	0.0031	0.0158
Si	-0.002	-0.0026	0.0093
Si	-0.0055	0.0009	0.0171
Si	-0.0059	-0.0015	0.0189
Si	-0.0092	0.0012	0.013
Si	0.0116	-0.0077	0.0091
Si	0.0157	0.0017	0.0183
Si	0.0135	0.0001	0.0196
Si	0.0115	0.0022	0.0136
Si	-0.0164	0.0032	0.0161
Si	-0.0128	0.0006	0.0132
Si	-0.0071	-0.0015	0.0128
Si	-0.0117	-0.0001	0.0123
Si	0.0031	-0.0008	0.0144
Si	0.0035	-0.0045	0.0142
Si	0.0029	0.0018	0.0135
Si	0.001	0.0034	0.0163
Si	0.003	-0.0018	0.0131
Si	-0.0072	0.0002	0.0179
Si	-0.0051	-0.0029	0.0211
Si	-0.0046	0.0011	0.0138
Si	-0.0158	-0.0003	-0.0268
Si	-0.0182	0.0006	-0.019
Si	-0.0153	-0.0011	-0.0127
Si	-0.0184	0.0071	-0.0149
Si	0.0172	0	-0.0164
Si	0.0175	-0.0014	-0.0157
Si	0.0172	0.0002	-0.017
Si	0.0126	-0.0018	-0.0213
Si	-0.0071	-0.003	-0.0104
Si	-0.012	-0.0001	-0.0119
Si	-0.0133	-0.0052	-0.0128
Si	-0.0001	-0.0061	-0.0104
Si	0.0096	-0.0003	-0.0134
Si	0.0094	-0.0001	-0.0124
Si	0.0128	-0.0013	-0.0077
Si	0.012	0.0014	-0.0072
Si	-0.0134	-0.0004	-0.0237
Si	-0.0147	0.0023	-0.0177
Si	-0.012	-0.0027	-0.0117
Si	-0.0158	0.009	-0.0126
Si	0.0151	0.003	-0.0164
Si	0.0155	0	-0.0155
Si	0.0143	0.0017	-0.0182
Si	0.0068	-0.0023	-0.0202
Si	-0.0101	0.0002	-0.0121
Si	-0.0077	0.0006	-0.0124
Si	-0.0112	-0.0004	-0.0117
Si	-0.0052	-0.0052	-0.0105
Si	0.0046	0.0005	-0.0136
Si	0.008	0.0029	-0.0144
Si	0.0139	0.0018	-0.0091
Si	0.0094	0.0012	-0.0093
Si	-0.0235	-0.0007	0.014
Si	0.0026	-0.0021	0.0155
Si	-0.0014	0.0053	0.0199
Si	0.0125	-0.0033	0.0094
Si	-0.0166	0.0031	0.0156
Si	-0.0093	0.0043	0.0175
Si	-0.0041	-0.0041	0.0147
Si	-0.0227	-0.0009	0.0171
Si	0.0037	-0.0028	0.0112
Si	0.007	0.0024	0.0113
Si	0.0032	0.0031	0.0177
Si	-0.0121	0.0037	0.0084
Si	0.0083	0.0041	0.0057
Si	0.013	-0.0017	0.0202
Si	0.0055	0.0001	0.0185
Si	0.0085	-0.0048	0.0214
Si	-0.026	-0.0011	0.0105
Si	0.0074	-0.0031	0.0132
Si	0.0129	0.0007	0.0162
Si	0.015	-0.0021	0.0114
Si	-0.0142	0.0005	0.0151
Si	-0.0122	0.0038	0.0157
Si	-0.0071	-0.0048	0.0163
Si	-0.0194	0.0036	0.0195
Si	0.0064	-0.0066	0.0168
Si	0.0032	-0.0025	0.0137
Si	0.0065	0.0021	0.0186
Si	-0.0079	0.0042	0.0103
Si	0.0249	0.0032	0.0082
Si	0.0176	-0.0021	0.021
Si	0.0069	-0.0004	0.0171
Si	0.0135	-0.0047	0.0212
Si	0.0096	-0.008	-0.0198
Si	0.0032	0.0022	-0.0184
Si	-0.0064	0.0061	-0.0181
Si	0.0038	0.0025	-0.0132
Si	0.0039	0.0023	-0.0194
Si	0.0092	0.0055	-0.023
Si	0.0024	-0.0214	-0.0174
Si	0.0142	0.0026	-0.0122
Si	-0.0082	0.0026	-0.014
Si	-0.0061	-0.0085	-0.0134
Si	0.0015	-0.0045	-0.0099
Si	0.0006	-0.0087	-0.0114
Si	-0.0039	-0.0088	-0.0177
Si	-0.0002	-0.0031	-0.0157
Si	0.0024	0.0031	-0.0112
Si	-0.0053	0.0148	-0.0121
Si	0.0097	-0.0038	-0.0201
Si	-0.0039	0.0088	-0.0196
Si	-0.0064	0.0051	-0.0193
Si	0.0046	0.0049	-0.0128
Si	-0.0006	-0.0007	-0.0208
Si	0.0004	-0.0008	-0.0168
Si	0.0031	-0.018	-0.0112
Si	0.0071	0.0048	-0.0177
Si	-0.0037	0.0074	-0.0156
Si	-0.0095	-0.0056	-0.015
Si	-0.0015	0.0011	-0.0083
Si	0.0005	-0.0066	-0.0069
Si	-0.0091	-0.0055	-0.0204
Si	-0.008	-0.0003	-0.0213
Si	-0.002	-0.003	-0.0139
Si	-0.0158	0.0185	-0.0146
Si	-0.014	0.002	0.0211
Si	-0.0015	0.0088	0.0246
Si	0.0124	0.0088	0.0098
Si	0.0049	-0.0125	0.0202
Si	-0.0148	0.0088	0.0174
Si	0.0085	-0.0103	0.0259
Si	-0.0059	0.0154	0.0152
Si	-0.0204	-0.0049	0.0211
Si	0.0141	-0.0061	0.0147
Si	0.0104	-0.002	0.01
Si	-0.0012	0.0133	0.0143
Si	0.0029	-0.0008	0.0096
Si	0.0022	-0.0162	0.0116
Si	-0.0119	-0.0008	0.0095
Si	0.0035	0.0062	0.0077
Si	-0.0106	0.0096	0.0071
Si	-0.0265	-0.0044	0.0134
Si	-0.0028	0.0066	0.019
Si	0.0077	0.0061	0.0151
Si	-0.0149	-0.0022	0.014
Si	-0.0174	0.0074	0.0242
Si	0.0213	-0.0145	0.0266
Si	-0.0074	0.0134	0.022
Si	-0.0122	-0.001	0.0248
Si	0.0242	-0.0064	0.0122
Si	0.0137	0.0028	0.0027
Si	0.0025	0.0087	0.011
Si	0.0077	0.0009	0.0081
Si	-0.0044	-0.0137	0.0094
Si	-0.0156	0.0033	0.0065
Si	0.0026	0.0106	0.0036
Si	-0.0036	0.0087	0.0041
O	0.2148	0.3199	-0.2763
O	-0.1926	0.1687	0.0035
O	-0.051	0.466	-0.2979
O	-0.068	-0.5622	0.3884
O	0.1658	0.3961	-0.1965
O	0.018	0.4569	-0.2508
O	-0.2326	-0.5099	0.1256
O	-0.1104	0.3004	-0.1048
O	0.0488	0.2444	-0.2007
O	0.0254	-0.2132	0.3996
O	-0.0651	-0.3023	0.4976
O	-0.3896	-0.1261	-0.2486
O	-0.1791	0.4189	0.363
O	-0.147	-0.1894	0.1675
O	-0.0951	0.568	0.107
O	-0.2785	0.4987	-0.079
O	0.1978	-0.568	0.2208
O	-0.236	0.6129	0.0924
O	-0.1155	0.4166	-0.0715
O	0.3157	-0.266	0.1257
O	-0.1683	-0.377	0.1589
O	0.2218	-0.2107	0.2888
O	-0.2328	0.1203	0.1933
O	-0.1172	0.1796	0.4642
O	0.0183	-0.3737	0.1825
O	0.0748	0.6352	0.146
O	-0.2024	0.0949	0.1375
O	-0.6467	0.1975	0.3259
O	0.5043	0.0534	0.0937
O	-0.165	0.0282	0.4794
O	0.258	0.2403	-0.0028
O	0.3225	0.1121	-0.5048
O	-0.1453	-0.0094	-0.4383
O	0.4266	-0.1775	0.1678
O	0.1105	-0.3251	0.1819
O	0.059	-0.0974	-0.1242
O	0.3205	0.0567	-0.4624
O	-0.3897	-0.2041	-0.4473
O	0.2156	0.1571	0.0059
O	-0.6267	0.0227	-0.1439
O	-0.4394	-0.2285	0.208
O	0.2194	0.5038	0.5266
O	0.3149	0.2768	-0.5553
O	-0.1642	0.0946	-0.0475
O	0.0279	0.0827	-0.2825
O	0.1859	0.5607	-0.0422
O	0.021	-0.2619	0.091
O	0.1093	-0.003	0.0638
O	-0.2851	0.2635	0.4897
O	0.125	-0.2864	-0.414
O	0.3667	0.1036	-0.1874
O	-0.3607	-0.312	-0.4643
O	-0.3837	-0.1528	0.0004
O	0.3767	0.478	-0.1397
O	-0.3103	0.2667	0.3117
O	-0.5758	0.4506	-0.1024
O	0.1101	-0.5031	0.2311
O	-0.2095	0.0203	-0.5519
O	0.2692	-0.2725	0.0159
O	-0.7426	-0.0672	-0.0027
O	-0.52	0.0071	-0.219
O	-0.3571	0.3226	0.5287
O	0.2032	0.487	0.051
O	-0.0556	0.0519	-0.0586
O	0.2993	0.022	0.336
O	0.1515	0.143	0.2154
O	-0.5452	0.2811	0.2269
O	-0.0605	0.2305	0.1777
O	0.1617	-0.0133	0.1899
O	0.1216	0.4144	-0.0287
O	-0.341	-0.1567	0.0976
O	-0.2175	-0.4102	0.1255
O	0.2424	-0.1442	0.14
O	0.149	0.1111	0.163
O	0.0625	-0.0853	0.4895
O	-0.2669	-0.0834	-0.5998
O	0.5394	-0.1766	0.375
O	-0.2693	-0.0299	0.2889
O	-0.4476	-0.4197	0.2974
O	-0.1627	0.1878	0.0439
O	-0.1717	0.3963	0.4788
O	0.1692	-0.3221	-0.3271
O	0.0208	-0.0322	0.2255
O	-0.0911	-0.111	0.1242
O	-0.2885	-0.1617	0.0627
O	0.3482	0.2067	-0.1832
O	0.2468	-0.2043	0.0873
O	0.627	-0.0371	0.2513
O	0.3891	-0.3628	0.2965
O	0.4434	-0.0201	-0.5528
O	-0.0148	0.1063	0.1498
O	-0.2766	0.1569	-0.0767
O	-0.4126	0.173	0.4413
O	-0.3067	0.1028	-0.4658
O	0.2018	-0.2092	0.0733
O	-0.6317	0.0767	0.1929
O	0.062	-0.0284	-0.4302
O	-0.2687	0.426	-0.0997
O	-0.1477	0.5238	-0.0651
O	-0.6213	-0.0339	-0.3286
O	-0.4121	-0.0355	0.0368
O	0.2089	0.049	-0.03
O	0.2975	-0.0736	-0.1518
O	0.5985	0.1754	0.2652
O	-0.11	0.0768	0.1061
O	-0.2442	-0.3991	-0.3698
O	0.0163	0.2458	-0.3118
O	0.1624	0.7598	0.1065
O	-0.1932	0.0524	-0.3016
O	-0.2665	-0.1436	0.0604
O	0.2084	0.0892	-0.1528
O	0.1561	-0.0748	0.473
O	-0.3325	-0.207	-0.4081
O	0.2824	0.3502	-0.0752
O	0.2347	-0.1321	-0.1438
O	0.2593	-0.192	0.0747
O	-0.4665	-0.1276	0.0238
O	-0.0886	-0.6825	-0.116
O	0.3087	0.0572	0.2044
O	-0.4052	-0.3132	0.2913
O	0.5128	0.1159	-0.1338
O	-0.5474	-0.1003	-0.2337
O	-0.0331	0.3708	0.4041
O	0.238	-0.1629	-0.4556
O	0.2491	-0.3326	-0.1668
O	0.3611	0.1074	-0.5492
O	-0.0693	-0.0339	-0.237
O	-0.3327	0.0647	0.1675
O	0.1874	-0.0786	-0.2908
O	0.1512	0.2706	0.0669
O	-0.0988	-0.3673	-0.4383
O	-0.3199	0.3067	-0.3791
O	-0.3231	-0.2471	-0.0589
O	0.0584	-0.7	-0.0296
O	0.0379	0.1096	0.117
O	-0.2728	0.2927	-0.1528
O	-0.0342	0.4046	-0.3015
O	0.1042	0.0166	-0.2124
O	0.5423	0.1416	-0.194
O	0.0724	0.5513	0.1013
O	-0.0258	0.1794	-0.0621
O	0.2531	0.2229	-0.153
O	-0.0905	0.3335	0.4515
O	0.0966	-0.4182	0.0896
O	0.2273	0.1922	-0.285
O	0.0501	0.5376	-0.1674
O	-0.1064	-0.4687	-0.5069
O	0.0013	-0.2989	-0.0259
O	-0.0397	0.3784	-0.3825
O	-0.2486	0.3864	-0.0978
O	0.1845	-0.1524	0.3307
O	0.1438	-0.3053	0.1168
O	-0.4129	-0.0156	-0.4879
O	-0.2235	0.3782	0.3401
O	-0.0627	-0.1953	0.1619
O	0.1784	0.6947	-0.176
O	-0.2179	-0.4789	0.0852
O	-0.1526	0.1618	0.0567
O	-0.0388	0.4187	-0.1387
O	0.1245	0.4845	-0.173
O	0.4852	-0.4261	0.2086
O	0.0244	-0.3411	0.1153
O	0.2377	-0.3337	0.5313
O	-0.034	0.2838	0.0825
O	0.0292	-0.4564	-0.2474
O	-0.2145	0.6936	0.34
O	-0.3973	-0.139	0.3566
O	-0.3595	0.3763	0.0077
O	-0.025	0.3125	0.106
O	0.403	0.2093	-0.0568
O	0.1934	-0.0466	-0.2895
O	-0.2413	-0.0322	-0.3492
O	0.281	-0.3875	0.3314
O	0.0572	-0.3172	0.1693
O	0.1287	-0.154	0.1537
O	0.5	0.1059	-0.3598
O	-0.2777	-0.0761	-0.5041
O	0.1936	0.3715	-0.0788
O	-0.6613	-0.2024	-0.1885
O	-0.3886	-0.0643	-0.076
O	0.086	0.3854	0.3764
O	0.2955	0.0929	-0.3296
O	-0.0517	0.0461	-0.1941
O	-0.2212	0.0074	-0.4717
O	0.2196	0.4564	-0.064
O	0.0755	-0.2225	-0.0694
O	0.1899	-0.2167	0.2103
O	-0.2769	0.2187	0.1628
O	0.2412	-0.3962	-0.2194
O	-0.0426	0.0582	-0.1744
O	-0.2597	0.0055	-0.4926
O	-0.4803	-0.2676	0.1867
O	0.3109	0.22	-0.0523
O	-0.4508	0.1975	0.1807
O	-0.4274	0.4769	-0.2697
O	-0.12	0.0821	-0.4245
O	0.1856	-0.2624	-0.2651
O	0.0166	-0.6603	0.108
O	-0.4894	0.2979	0.0204
O	-0.0596	-0.1129	-0.1712
O	0.327	0.0433	0.186
O	0.0631	0.0817	0.2288
O	0.4761	-0.2159	-0.0233
O	-0.2452	0.1144	0.2332
O	-0.3585	-0.129	-0.3638
O	0.192	-0.6311	0.1811
O	0.1979	0.0572	0.0757
O	-0.3231	0.0595	0.0594
O	-0.558	-0.1538	0.1882
O	-0.0632	-0.623	-0.046
O	0.4646	-0.2835	0.2693
O	-0.0123	0.3804	0.2235
O	-0.1364	0.4059	-0.0888
O	-0.0187	-0.3019	0.4786
O	-0.2804	0.2525	-0.2669
O	0.3604	-0.1237	0.3551
O	-0.0369	-0.0975	0.1404
O	-0.5136	-0.2612	0.3786
O	0.1834	0.0427	-0.155
O	0.1507	0.2299	0.634
O	0.392	-0.2858	-0.0185
O	-0.0284	-0.0021	0.2361
O	-0.588	-0.0558	-0.0261
O	0.25	0.0423	-0.1817
O	0.5274	-0.1165	0.1451
O	0.5836	-0.1	0.312
O	0.039	-0.3203	0.4023
O	0.1638	-0.1135	-0.3718
O	-0.1803	0.2726	0.2287
O	0.0742	0.063	0.2364
O	-0.1363	-0.0142	-0.2766
O	0.3577	0.1421	0.1255
O	-0.4229	-0.0556	0.2333
O	0.1928	-0.0919	-0.4465
O	0.021	0.3861	-0.1009
O	-0.3844	0.6687	-0.1747
O	-0.4931	-0.3957	-0.0552
O	-0.1832	-0.0199	0.1335
O	0.114	-0.0117	-0.2234
O	0.504	0.083	0.0177
O	0.3119	-0.4986	-0.2001
O	0.1061	0.1467	-0.1981
O	-0.5169	-0.016	0.1555
O	0.2894	0.3952	0.4043
O	0.0097	-0.5951	-0.3537
O	-0.1405	0.2338	-0.3343
O	0.2518	0.3788	-0.06
O	-0.085	0.0834	-0.125
O	-0.3306	-0.0934	-0.0154
O	0.1612	0.1529	-0.0616
O	0.5159	0.0298	0.4693
O	0.1486	0.3061	-0.275
O	0.1247	0.2115	-0.0264
O	-0.1806	-0.4889	0.1142
O	0.5849	0.0423	0.1422
O	0.3924	0.3986	0.4625
O	0.2874	-0.6023	-0.419
O	0.2326	0.024	0.2461
O	-0.2794	-0.4855	0.1914
O	0.3571	0.2132	-0.1979
O	0.2841	-0.1401	0.1035
O	-0.5742	-0.2219	-0.0267
O	-0.3077	0.1178	0.3835
O	0.2565	0.0227	-0.5195
O	-0.2818	0.177	0.3992
O	0.4016	-0.3666	-0.2892
O	0.1296	-0.1815	-0.514
O	-0.2203	0.1076	0.2762
O	0.0034	-0.0661	-0.4467
O	0.1685	0.4258	-0.081
O	-0.0081	-0.2378	-0.1277
O	-0.1968	0.1719	0.0067
O	-0.3588	-0.2119	-0.202
O	0.5098	-0.4876	0.3209
O	-0.0244	0.0776	0.063
O	-0.6082	0.3713	0.1998
O	-0.1134	0.5931	-0.5786
O	0.0243	0.0683	-0.3082
O	0.334	0.2396	-0.4693
O	-0.0817	0.6799	0.1414
O	-0.6734	-0.2181	-0.0067
O	0.623	-0.138	0.2989
O	-0.4345	0.0689	0.2186
O	-0.4147	0.0314	0.5571
O	-0.1529	-0.2296	0.5916
O	0.5103	0.2014	-0.1498
O	-0.1969	-0.4548	0.5427
O	0.4907	0.2589	-0.1987
O	0.2067	0.1278	-0.5187
O	-0.6053	0.0909	0.2828
O	-0.2689	-0.0673	0.4837
O	-0.6884	-0.3274	0.2831
O	-0.4777	-0.318	0.3936
O	0.2249	0.1672	-0.5734
O	0.272	0.1018	-0.2381
O	0.585	0.2751	0.4185
O	0.1987	0.2237	0.3098
O	0.3887	-0.1903	0.513
O	0.7014	0.0225	0.2536
O	-0.0212	0.2458	0.1923
O	0.566	0.065	-0.2416
O	0.6625	-0.0821	-0.1411
O	-0.0582	-0.1523	-0.2551
O	-0.552	-0.3216	0.2858
O	-0.0821	-0.307	-0.2967
O	0.3273	-0.1432	0.3795
O	0.2038	-0.2066	0.1501
O	-0.0451	0.3542	0.0801
O	0.0888	0.3574	0.6315
